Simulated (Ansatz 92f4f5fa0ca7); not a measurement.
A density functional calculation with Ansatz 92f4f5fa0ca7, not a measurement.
Periodic cell of 254 atoms, Si144O106N4, from a study of silicon, its oxide and their interface. The atomic structure is a simulated model.

Settings: functional r2SCAN; potential files Ansatz norm-conserving; basis plane waves; wave-function cutoff 1300 eV; density cutoff ratio 4; exchange-correlation grid ratio 1; k mesh 2 x 2 x 1, shifted by 0.5 0.5 0.5 of a step; self-consistency stop 5e-08 eV per atom in the density residual; occupations Fermi-Dirac, 0.05 eV; spin none; net charge 0.

Cell vectors (angstrom)
a 10.888 0 0
b 0 10.888 0
c 0 0 35.9715

Atoms and the computed forces on them: element, x, y, z (angstrom), force x, y, z (eV/angstrom)
Si 0.3306 -0.2287 0.0454 -0.0457 -0.0171 0.084
Si 2.8021 2.2576 -0.1185 0.0229 0.0411 0.1574
Si -0.1045 5.7317 0.3201 -0.0535 -0.0139 0.0895
Si 2.5621 8.445 0.0703 -0.0109 -0.0072 0.1236
Si 5.2265 0.2336 -0.0227 -0.0133 0.0385 0.1573
Si 7.8959 3.0478 0.1439 -0.0411 0.0222 0.1092
Si 5.6041 5.2202 0.103 -0.0342 -0.0124 0.0963
Si 8.4565 7.7427 0.0851 0.0324 0.1203 0.161
Si 1.4082 1.2594 1.4732 0.022 -0.0189 -0.0068
Si 3.9389 3.9913 1.1851 0.0238 -0.0008 -0.0073
Si 1.5293 6.8723 1.4686 -0.0003 0.0048 -0.014
Si 4.1162 9.5887 1.3865 -0.0186 -0.0003 -0.0202
Si 6.7747 1.3791 1.325 0.0056 -0.0121 -0.0234
Si 9.5764 4.0279 1.4436 0.0095 -0.0067 -0.026
Si 6.734 6.7883 1.4004 -0.0041 -0.0279 -0.0033
Si 9.4993 9.5766 1.2096 -0.0099 0.0009 -0.0455
Si 0.0309 2.6568 2.7606 -0.0197 -0.0202 -0.0044
Si 2.7784 -0.0195 2.8418 -0.0184 0.0158 -0.0033
Si -0.0066 8.2294 2.6909 -0.0348 -0.0097 0.0117
Si 2.7869 5.3849 2.7152 0.0303 0.0156 -0.0098
Si 5.361 2.7259 2.6602 -0.0073 -0.0016 0.0303
Si 8.1698 0.0115 2.6408 0.0153 -0.0019 -0.0231
Si 5.4373 8.1875 2.73 -0.0141 -0.0233 0.0017
Si 8.1737 5.4464 2.7665 0.0317 0.0367 -0.0146
Si 1.3795 4.0749 4.084 -0.011 0.0054 -0.0199
Si 4.1073 1.3938 4.1325 -0.0055 -0.0237 0.0198
Si 1.3434 9.5172 4.1149 0.043 0.0029 -0.0128
Si 4.1102 6.7751 4.0849 -0.0084 0.0035 0.0042
Si 6.7635 4.0702 4.0526 -0.0213 -0.02 -0.0173
Si 9.5219 1.3139 4.0834 -0.0077 -0.0056 -0.0093
Si 6.8348 9.5439 4.0543 -0.0013 0.0136 -0.0004
Si 9.5423 6.8457 4.0755 0.0185 0.0193 0.0337
Si -0.0013 -0.0157 5.4773 -0.01 -0.0138 0.0025
Si 2.7311 2.7412 5.483 -0.0061 0.0016 0.0039
Si 0.0116 5.4581 5.4173 -0.0364 0.0068 -0.0038
Si 2.7073 8.1326 5.4312 -0.0049 0.0034 0.0031
Si 5.4776 0.0098 5.4367 0.004 -0.0094 0.0114
Si 8.136 2.696 5.4028 0.0362 0.0009 0.0106
Si 5.4574 5.4339 5.4604 -0.001 0.0377 0.0105
Si 8.1791 8.1871 5.4482 0.0084 -0.0214 -0.0024
Si 1.3581 1.3619 6.8141 -0.0057 -0.0056 -0.0006
Si 4.0909 4.1035 6.8491 0.0024 -0.0204 0.0048
Si 1.3619 6.7909 6.8169 -0.0023 0.0072 0.0008
Si 4.0829 9.523 6.7547 -0.0083 0.0049 -0.0117
Si 6.8103 1.3613 6.8207 -0.0246 -0.0134 -0.0096
Si 9.5171 4.0773 6.7355 0.0048 0.0284 0.0063
Si 6.8113 6.8138 6.7994 0.0277 -0.0002 0.0116
Si 9.5276 9.522 6.8496 -0.0097 -0.0117 0.0078
Si -0.0183 2.7402 8.1272 -0.0111 -0.0112 -0.0063
Si 2.7509 -0.0008 8.1471 0.0012 -0.0206 0.0019
Si -0.0098 8.1231 8.1988 0.012 -0.0013 -0.0023
Si 2.7268 5.4717 8.2022 -0.0151 0.0034 0.0068
Si 5.4586 2.7253 8.199 0.0065 0.008 -0.0017
Si 8.1575 0.0113 8.1886 0.0264 0.0269 0.0012
Si 5.4219 8.1786 8.1342 -0.0069 0.003 0.0009
Si 8.1665 5.414 8.1275 0.0056 -0.0003 0.0132
Si 1.3509 4.0733 9.4992 0.0019 0.0106 0.0019
Si 4.0899 1.3652 9.5522 -0.0086 0.0024 -0.0055
Si 1.3945 9.5126 9.4902 -0.016 -0.006 -0.0072
Si 4.1071 6.8388 9.556 -0.0025 0.0107 0.0106
Si 6.8324 4.0921 9.5578 0.006 0.0034 -0.0061
Si 9.4905 1.433 9.5144 0.0031 -0.0073 0.0042
Si 6.7567 9.5356 9.5046 -0.002 -0.0126 -0.003
Si 9.4966 6.7211 9.5399 0.0022 -0.0041 -0.0107
Si 0.0116 0.0439 10.7385 -0.0299 0.0134 -0.0022
Si 2.7376 2.7774 10.883 0.0047 -0.0166 0.0088
Si -0.0495 5.3132 10.9089 0.0125 -0.0125 0.0206
Si 2.7366 8.1897 10.9199 -0.0229 0.022 0.0187
Si 5.4693 0.0282 10.9287 0.0013 0.0023 0.003
Si 8.1629 2.7599 10.9928 0.0175 -0.0224 0.0002
Si 5.4846 5.4682 10.9098 0.0066 -0.0092 0.0158
Si 8.0596 8.0944 10.8081 0.0196 -0.0079 0.0084
Si 1.3071 1.4124 12.1385 0.0086 -0.0021 -0.0204
Si 4.1408 4.1232 12.279 -0.01 -0.0026 -0.0119
Si 1.3459 6.6991 12.1346 0.0092 -0.0049 -0.0478
Si 4.0996 9.5997 12.2974 -0.0114 -0.0256 -0.0164
Si 6.7967 1.4004 12.3604 -0.0031 -0.0065 -0.0359
Si 9.5507 4.0009 12.4755 -0.0101 0.0099 -0.0522
Si 6.797 6.7938 12.3593 0.0136 0.0291 -0.0079
Si 9.4669 9.5383 11.9278 -0.0052 0.0032 -0.0706
Si 0.0252 2.469 13.8036 0.0234 -0.0105 0.0399
Si 2.7019 0.2062 13.5167 -0.0127 0.0898 -0.0125
Si -0.0897 8.1712 13.1945 0.0094 0.0319 -0.0456
Si 2.6957 5.43 13.5975 0.0044 -0.0581 -0.0229
Si 5.4497 2.8036 13.7764 0.0122 -0.0152 -0.0215
Si 8.2512 -0.1037 13.4587 0.0214 0.0547 -0.0119
Si 5.3623 8.1692 13.7048 0.03 0.0105 -0.0277
Si 8.2479 5.5088 13.8054 -0.0037 -0.0099 -0.0011
Si 1.5302 3.8834 14.9602 -0.0297 -0.0399 -0.0891
Si 3.7179 1.7447 15.0412 -0.0248 -0.0213 -0.1194
Si 1.3114 9.5033 14.4294 0.0771 -0.087 -0.0827
Si 3.5608 7.2002 14.9319 -0.0586 0.0596 -0.1324
Si 6.8333 4.1986 15.1667 0.0526 0.0352 -0.0891
Si 9.8924 0.5375 15.0353 0.0048 -0.0114 -0.1215
Si 7.0384 9.3567 14.8239 0.0091 -0.0368 -0.0686
Si 9.4112 7.3202 14.877 -0.0125 -0.0242 -0.0566
Si 7.4812 1.7617 22.0989 -0.0208 0.0018 -0.2095
Si -12.9286 30.9447 19.2437 0.0493 0.0115 -0.265
Si -19.585 -2.7219 27.2758 -0.026 0.0504 0.0941
Si 15.1251 -1.7865 19.172 -0.056 -0.0218 -0.186
Si 4.8237 27.4176 17.2325 -0.031 0.0015 -0.1778
Si 13.4086 29.2976 17.7122 -0.0425 -0.0617 -0.1499
Si 5.3229 21.6034 17.0344 -0.0208 -0.0209 -0.2467
Si -7.2419 23.4572 22.5685 -0.0223 0.0017 -0.2087
Si -2.7571 2.4957 30.6285 -0.0253 -0.0731 0.1874
Si 3.2012 6.7909 31.0956 -0.0123 0.0488 0.234
Si -0.844 25.0973 21.6586 0.0484 -0.0119 -0.2089
Si 6.5207 18.1665 19.428 -0.0211 0.028 -0.2374
Si -3.8066 11.2983 26.2125 -0.0167 -0.0179 0.1044
Si 21.6854 3.7805 18.5855 0.0344 -0.0052 -0.2465
Si 34.5455 -0.1164 28.9225 -0.0305 0.0126 0.191
Si 21.9705 7.632 31.1736 -0.0083 -0.0021 0.2357
Si 9.9242 17.0271 23.0674 0.0276 -0.0439 -0.0992
Si -10.2068 12.5565 33.6601 0.0425 0.0133 0.2557
Si 0.1688 28.2209 26.0325 -0.0136 0.0153 0.0281
Si 11.0974 -0.1521 31.2465 0.0078 0.0164 0.1952
Si 31.917 3.4888 28.7866 -0.0192 -0.058 0.1334
Si 15.0788 20.657 30.6395 0.0195 -0.0084 0.2043
Si 8.2042 10.1583 23.7831 0.0446 0.011 -0.0935
Si -5.1787 8.2106 24.1213 0.0151 -0.0277 -0.0612
Si -4.0852 16.9936 22.2907 0.0343 0.0211 -0.2161
Si 16.6843 9.7328 33.141 -0.0382 -0.0293 0.267
Si 26.2025 28.8668 33.8556 0.0307 0.009 0.2564
Si 10.2991 19.8024 22.0866 -0.0207 0.026 -0.2338
Si -1.2483 -4.5376 33.7043 -0.0193 0.005 0.2123
Si 11.074 16.8524 17.0197 -0.014 0.099 -0.1646
Si 38.5449 3.0964 26.4477 0.0116 0.0363 0.0474
Si -7.7535 12.4218 26.5638 -0.0571 -0.03 0.0547
Si 5.1175 7.6249 27.0124 0.0194 0.0205 0.1115
Si 15.3042 -0.2783 24.6108 -0.0142 0.0283 -0.0412
Si -14.6701 22.729 19.2366 -0.0105 -0.0081 -0.2485
Si 3.0562 22.8175 19.8227 0.0302 0.0027 -0.2628
Si 6.6461 9.6234 28.7711 -0.0093 0.0169 0.1968
Si -7.5408 27.5139 28.4712 0.0061 -0.0006 0.1566
Si 9.6894 6.3222 28.8103 0.019 0.0391 0.1444
Si -25.0949 -6.476 28.5077 0.0129 -0.0185 0.129
Si 11.8347 22.5629 21.8001 0.0167 0.0258 -0.193
Si 0.0346 19.8413 16.8854 0.008 -0.0395 -0.2058
Si 5.5761 3.5462 23.5316 -0.0083 -0.0155 -0.0916
Si -2.8951 -0.3758 31.0874 -0.0082 0.0169 0.1915
Si -20.2157 3.7889 27.0237 -0.0278 -0.0108 0.1018
Si 2.8665 24.975 17.6304 -0.007 -0.0089 -0.1858
Si 8.6685 2.3334 17.1028 0.0749 -0.0738 -0.2071
Si 9.0722 3.3451 33.3908 0.0756 0.004 0.2373
O 15.9689 5.8914 34.6948 -0.0411 0.0389 -0.1039
O 3.7641 17.3185 32.5553 -0.0515 -0.019 -0.1927
O 4.08 1.3065 35.5017 0.0153 -0.0202 -0.0775
O 15.2116 19.9463 24.1598 0.008 -0.0071 0.0245
O -1.3776 21.6788 31.5297 -0.0098 -0.012 -0.0603
O 15.4929 10.2144 32.1457 -0.0523 -0.0024 -0.1496
O 1.9752 2.3259 34.4251 -0.0638 -0.0071 -0.14
O 22.376 9.1733 31.4381 0.0149 0.0169 -0.0703
O 5.8096 -0.3778 34.5576 0.0234 -0.0507 -0.1695
O 7.4485 1.0382 30.4917 0.0021 0.02 -0.0655
O 8.1829 2.7964 32.1918 -0.0473 -0.0159 -0.1659
O -9.3956 0.973 20.269 -0.0678 -0.0054 0.1209
O -24.189 2.9908 21.7696 -0.0207 -0.0107 0.0608
O 8.852 -7.212 27.8116 -0.0046 0.0122 -0.0474
O 10.7145 18.231 22.2753 0.0051 -0.0244 0.0583
O 9.5785 17.6435 36.6924 -0.0183 -0.0514 -0.0396
O -3.9749 -1.6811 23.7252 -0.0199 -0.0007 0.0365
N 2.6666 2.8882 15.9094 -0.0212 0.0735 0.1767
O -7.2752 10.4083 19.8485 -0.0083 0.0394 0.0984
O 4.4035 0.7836 16.1494 0.0523 -0.0118 0.1029
O -23.7861 4.9533 33.4111 0.0058 -0.0287 -0.06
O 19.0704 11.306 22.6418 0.0068 -0.0502 0.0767
O 8.1693 19.1796 15.3352 -0.0356 -0.0275 0.0584
O 5.8128 11.5202 18.3365 0.0429 0.018 0.1861
O 12.3325 6.3605 17.9407 0.0244 -0.0291 0.079
O 8.2983 -0.0872 25.2665 0.0054 0.0058 0.0098
N 10.4355 7.3614 16.2938 -0.0416 -0.0069 0.1271
O 0.5075 10.1198 21.9796 -0.0069 -0.0113 0.0718
O 4.0219 26.1191 17.8237 0.0125 -0.0084 0.0859
O 2.5294 11.8721 27.9523 0.0427 0.0476 -0.1009
O -0.4342 25.3584 20.1243 -0.0364 -0.0303 0.2224
O 3.8695 29.9629 30.6144 0.0003 0.0002 -0.09
O 5.5868 -2.3364 19.8628 0.0305 -0.0203 0.0771
O 18.973 -15.8407 28.8259 -0.0164 -0.0065 -0.0468
O 2.4013 19.2562 14.9572 0.0133 0.0149 0.0159
O -9.3058 42.1051 28.0458 0.0151 -0.0583 -0.0792
O -6.3977 9.4539 17.5958 0.0147 0.0009 0.1365
O 7.1994 10.0039 32.4003 0.0755 0.018 -0.1367
O 29.027 3.6327 29.8965 -0.0104 0.064 -0.0949
O -5.1158 17.219 18.3507 0.0593 0.0495 0.1452
O 17.4332 10.168 16.1508 -0.0189 0.0226 0.1001
O -10.3794 2.9696 27.9547 0.0257 0.0228 -0.048
N 3.7108 6.8283 16.6207 0.0208 -0.0063 0.1989
O 2.1374 12.062 22.822 0.0291 0.0099 0.0729
O -11.637 16.0767 18.0872 -0.0121 -0.0311 0.0953
O -6.8459 24.8865 23.2161 0.0325 0.0249 0.0569
O -4.0145 17.272 20.7089 0.0146 -0.0512 0.1878
O -1.4428 -1.9551 20.7155 0.057 -0.0163 0.1956
N 0.095 -0.7572 15.5953 -0.0083 -0.0114 0.1708
O -20.2734 25.4767 18.3375 -0.0214 0.0109 0.0832
O 16.6214 17.9907 22.9719 -0.0219 0.0362 0.0628
O 18.7727 18.8163 18.8316 -0.0338 -0.0158 0.0716
O 5.7895 5.1386 16.019 -0.077 0.0256 0.0922
O 5.5798 -2.7293 33.4639 0.0144 0.0281 -0.0987
O -14.5797 -0.1948 27.6993 0.0154 0.0442 -0.1046
O -9.2947 30.5976 17.3599 0.0684 0.0288 0.1034
O -19.5604 17.7848 28.2927 -0.0019 0.0045 -0.0622
O 17.091 8.273 28.0165 -0.0203 -0.0408 -0.0773
O 6.1368 4.6664 22.5414 -0.023 -0.0123 0.0584
O 0.8951 5.012 26.2345 -0.0036 0.0139 -0.0223
O -11.7253 6.7044 27.2784 0.0168 0.0101 -0.0805
O 14.0829 11.2199 25.4795 -0.0011 -0.0181 0.0054
O 0.6136 15.7776 15.8766 0.0063 -0.0299 0.1144
O 13.0425 24.4703 26.0022 0.0216 -0.0118 -0.0287
O -0.8781 -1.531 18.1401 -0.0995 0.0103 0.2067
O 10.1649 24.4942 17.551 -0.0116 0.0337 0.0958
O -0.7017 7.4829 29.8217 -0.0452 -0.0328 -0.1221
O 10.733 12.814 22.109 -0.0079 -0.0154 0.0592
O 2.7738 4.335 27.9501 -0.0088 -0.021 -0.0508
O 10.3819 4.6607 22.5231 -0.007 0.0734 0.0697
O 20.3616 -1.6457 23.4373 -0.0379 0.0132 0.0911
O 27.618 18.3872 25.5742 0.0095 0.0005 -0.0277
O 11.414 32.9627 29.711 0.0351 -0.0055 -0.0899
O 12.1471 7.6708 26.0343 -0.0078 -0.0146 -0.0287
O 3.6761 5.6504 30.049 -0.0069 -0.0358 -0.1339
O 1.5897 6.829 31.1359 0.0282 -0.0139 -0.0772
O 8.9231 22.7353 16.2886 -0.0457 0.0921 0.1115
O -6.2549 17.089 27.6032 -0.0023 0.0292 -0.0488
O 17.5936 12.2948 20.7209 -0.003 0.0337 0.1827
O 15.4595 13.1185 26.8367 0.0009 -0.0071 -0.0141
O -3.0333 23.9319 18.4747 -0.0423 -0.0059 0.1319
O -7.6758 29.6291 19.1334 0.0558 0.0473 0.0935
O 18.9235 10.5456 19.2872 0.0132 0.0141 0.0846
O 22.7594 11.6911 32.3178 -0.0187 -0.0816 -0.1672
O -13.4708 17.1331 22.8876 -0.0017 0.0028 0.052
O 7.8089 9.4197 29.8928 -0.0337 -0.0214 -0.1117
O 21.1581 6.3347 24.6349 -0.0069 0.006 0.0475
O 31.423 -8.3456 30.0063 0.0453 0.0298 -0.0834
O 32.2677 -5.8981 29.3176 0.0094 0.0034 -0.0461
O -0.2631 13.8049 33.2516 -0.0226 0.0168 -0.0693
O 31.9528 7.0528 32.3779 0.0483 0.0509 -0.1679
O 26.3432 11.4195 23.2266 0.0198 -0.0348 0.0605
O 5.6987 21.6481 25.5795 0.0003 -0.0066 -0.0251
O 3.2341 12.7106 18.4206 0.0039 -0.0676 0.1396
O 18.7352 25.1519 16.1694 0.0242 -0.0582 0.085
O 16.5496 36.6086 25.0874 -0.0046 -0.0009 0.0318
O 6.3017 25.963 27.5585 -0.0232 -0.0174 -0.0632
O -14.7005 2.0186 26.2732 0.01 -0.0043 -0.0178
O 14.154 7.8319 34.7103 0.0381 -0.0257 -0.1254
O 14.7534 23.612 20.9734 0.0208 0.0203 0.1665
O -0.0622 11.5319 34.6916 0.0042 0.0459 -0.1147
O 8.6281 7.4144 34.4487 0.0395 -0.073 -0.1285
O 5.3455 10.1425 29.5812 0.0506 -0.007 -0.1092
O -9.4901 20.3808 35.5405 0.0175 -0.0237 -0.0729
O 0.0069 5.9135 34.6638 -0.0416 0.0379 -0.1153
O 13.7779 32.3323 30.1651 -0.026 0.0059 -0.0826
O 8.5339 2.5806 34.7062 0.015 0.002 -0.139
O 6.7769 4.1589 35.6796 0.0377 0.0096 -0.0448
O 14.6276 8.5064 26.8881 0.0253 0.0048 -0.0413
O -4.3731 2.2581 23.2766 -0.0132 0.0244 0.047

Results
free energy: -67329.758 eV
free energy less fixed offsets of N -289.75, O -463.61, Si -117.95 eV per atom: -43.298 eV
pressure: 0.22 GPa
stress xx, yy, zz, yz, xz, xy (GPa, positive in tension): -0.57, -0.03, -0.08, 0.06, -0.12, 0.24
